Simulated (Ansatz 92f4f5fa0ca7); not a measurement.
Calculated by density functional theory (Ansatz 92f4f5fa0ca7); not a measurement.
Periodic cell of 237 atoms, Si146O90B1, from a study of silicon, its oxide and their interface. The atomic structure is a simulated model.
Doubt: the cutoff is far below the 930 eV that the study's wrapper takes by default for these files, so forces and energies are approximate.

Settings
functional: PBE
potential files: Ansatz PAW
basis: plane waves
wave-function cutoff: 580 eV
density cutoff ratio: 5
exchange-correlation grid ratio: 1
k mesh: 1 x 1 x 1, Gamma-centred
self-consistency stop: 5e-08 eV per atom in the density residual
occupations: fixed
spin: none
net charge: -1 e, with a uniform compensating background and no finite-size correction

Cell vectors (angstrom)
a 11.6015 0 0
b 0 10.938 0
c 0 0 32.0622

Atoms: element, x, y, z (angstrom)
Si -0.1957 -0.0614 23.2887
Si 3.6703 0.2058 23.1187
Si 7.5528 -0.1312 23.4654
Si 1.6868 1.3804 23.4302
Si 5.7341 1.4123 23.2104
Si 9.4424 1.2329 23.3761
Si 0.1609 5.3173 23.4754
Si 4.1215 5.2982 23.4075
Si 8.032 5.6124 23.5642
Si 2.1592 6.5878 23.3844
Si 5.9659 6.7737 23.4958
Si 10.0087 6.8729 23.6164
Si 1.9019 2.6669 25.4004
Si 5.8317 2.6567 25.2849
Si 9.6301 2.6889 25.2814
Si 11.5966 4.0088 25.4027
Si 3.8931 3.9738 25.3382
Si 7.743 4.0948 25.3652
Si 1.9734 8.1539 25.2095
Si 5.7739 8.1718 25.3827
Si 9.7097 8.2675 25.4531
Si 11.638 9.5644 25.2809
Si 3.8649 9.5933 25.0922
Si 7.6882 9.5261 25.4311
Si 11.6487 -0.0125 27.2293
Si 3.9046 -0.0488 27.1405
Si 7.7583 -0.0161 27.3161
Si 1.9844 1.3134 27.3004
Si 5.8312 1.3286 27.2461
Si 9.6944 1.334 27.2306
Si 11.592 5.4735 27.2562
Si 3.8484 5.4196 27.2361
Si 7.7139 5.4615 27.2945
Si 1.9401 6.825 27.1938
Si 5.7606 6.7992 27.2937
Si 9.6546 6.8211 27.3153
Si 1.9443 2.7256 29.2013
Si 5.7957 2.7164 29.1911
Si 9.6817 2.7299 29.1633
Si 0.0112 4.1057 29.1884
Si 3.8654 4.0878 29.1957
Si 7.732 4.0846 29.2172
Si 1.9481 8.1812 29.1478
Si 5.7935 8.1806 29.21
Si 9.6656 8.1886 29.2473
Si 0.0076 9.5469 29.1669
Si 3.8786 9.5577 29.122
Si 7.7328 9.5459 29.2332
Si 0.0026 -0.0023 31.1057
Si 3.8712 0.0083 31.0808
Si 7.723 0.0084 31.1374
Si 1.9307 1.3676 31.1267
Si 5.7982 1.3762 31.1541
Si 9.6683 1.3605 31.1086
Si 0.0075 5.4814 31.1225
Si 3.8843 5.4481 31.141
Si 7.7268 5.44 31.169
Si 1.9555 6.8365 31.1101
Si 5.8049 6.8218 31.1353
Si 9.6589 6.827 31.181
Si 1.9379 2.7476 1.0024
Si 5.8007 2.5979 1.1513
Si 9.6642 2.7325 0.9919
Si -0.0122 4.106 0.9771
Si 3.9092 4.0598 1.0138
Si 7.705 4.0574 1.0389
Si 1.9527 8.2415 0.9713
Si 5.8029 8.2311 0.9692
Si 9.6405 8.251 1.0361
Si -0.0041 9.5917 0.9981
Si 3.8922 9.6231 0.9939
Si 7.7083 9.6258 1.0319
Si 11.6079 0.0498 2.9229
Si 4.0641 0.1532 2.888
Si 7.5217 0.1652 2.8919
Si 1.9908 1.3793 2.9246
B 5.8169 1.3717 2.8191
Si 9.6008 1.3614 2.9249
Si 11.5642 5.5143 2.8784
Si 3.8813 5.4775 2.918
Si 7.7316 5.4958 2.9295
Si 1.9235 6.8257 2.8689
Si 5.809 6.8588 2.8898
Si 9.6462 6.9033 2.9814
Si 1.918 2.8255 4.8069
Si 5.826 2.5364 4.5436
Si 9.591 2.7894 4.8211
Si 11.5407 4.1268 4.775
Si 3.9669 4.0294 4.7866
Si 7.6638 4.1295 4.8475
Si 1.9123 8.1926 4.7804
Si 5.8107 8.2769 4.7778
Si 9.633 8.3599 4.8885
Si 11.6271 9.6641 4.8832
Si 3.8488 9.5437 4.738
Si 7.6932 9.7352 4.8455
Si 11.5847 0.2343 6.7761
Si 3.7502 -0.0621 6.6483
Si 7.6914 0.0662 6.9043
Si 2.042 1.4979 6.7482
Si 5.6976 1.2683 6.5495
Si 9.636 1.5285 6.828
Si 11.5293 5.5133 6.6789
Si 4.0024 5.4019 6.741
Si 7.7193 5.6304 6.7825
Si 1.9971 6.6419 6.6058
Si 5.8168 6.9728 6.7246
Si 9.7347 7.0418 6.8751
O 9.9626 7.9705 8.2712
O 7.6508 9.9408 8.2152
O 7.3898 4.7468 8.1569
O 3.3595 10.3376 8.1978
O 2.1037 7.4948 8.0165
O 3.9881 4.6032 8.2268
O 9.7861 2.4695 8.2057
O 2.6185 2.3419 8.0971
O 11.3956 4.5999 8.0615
O 5.3495 2.444 7.6703
O 5.8273 7.962 8.0744
O 11.3019 10.3088 8.1508
O 11.2734 10.0888 21.8105
O 3.2341 10.7215 21.5383
O 5.7778 7.7773 22.176
O 4.2204 4.4567 21.9529
O 7.6802 9.6917 22.2047
O 10.3214 7.6742 22.1956
O 1.6121 2.404 22.1234
O 5.9394 2.4442 21.8978
O 8.4412 4.7087 22.2268
O -0.0718 4.4547 22.0517
O 2.338 7.3795 21.9425
O 9.125 1.8831 21.8776
Si 1.923 7.7514 9.5893
Si 5.0353 0.5842 17.6883
Si 2.4942 5.425 14.02
Si 10.5682 3.8634 14.0479
Si 8.284 2.3882 15.2563
Si 9.5449 2.2478 20.3512
Si 10.5127 3.6703 9.0605
Si 0.0286 2.3183 11.5515
Si 11.0217 8.1368 15.3903
Si 5.1676 6.9394 13.9863
Si 5.7628 2.6082 11.0837
Si 8.5815 7.6735 19.3982
Si 8.1177 4.8522 20.6409
Si 5.9231 9.5949 15.2013
Si 2.1137 7.6426 20.3567
Si 1.9255 4.8976 18.7968
Si 4.4966 3.4464 18.0167
Si 8.5082 8.9328 16.8227
Si 0.8276 9.4839 13.29
Si 9.9122 10.6487 11.708
Si 5.35 3.7103 21.0251
Si 0.5936 5.5249 16.2593
Si 10.7703 9.1295 9.1247
Si 6.5678 8.9011 21.3011
Si 7.1155 7.1083 11.479
Si 2.6696 0.7366 12.2011
Si 10.8902 8.6842 21.0549
Si 6.0381 4.325 15.6193
Si 7.0914 0.4926 12.9673
Si 4.0737 2.9882 8.5325
Si 0.879 6.7408 11.8921
Si 6.567 9.0406 9.0638
Si 0.664 3.2936 21.1543
Si 9.7991 6.5097 12.8883
Si 7.7186 4.5458 9.7367
Si 3.9881 10.0787 20.2263
Si 4.2609 3.0418 13.5017
Si 3.8428 10.0034 9.7262
Si 8.0565 0.7861 18.0346
O 11.502 3.2244 12.8889
O 9.3442 4.4973 9.8632
O 8.803 3.6098 19.8698
O 4.0393 -0.0563 18.8144
O 11.343 4.5346 15.3049
O 9.8637 9.7724 10.3227
O 3.7616 1.5368 13.1182
O 0.6525 9.0577 14.8552
O 6.4736 0.982 18.3788
O 4.768 3.1724 19.6081
O 6.2579 1.1831 11.7343
O 0.5334 8.5775 9.813
O 5.6374 4.3145 17.212
O 8.4431 7.2006 12.3882
O 4.4537 2.5972 10.0772
O 2.0813 5.6507 15.5793
O 3.3713 0.0654 10.9023
O 5.8882 7.2251 12.5441
O 2.3029 6.3569 19.3942
O 0.6566 4.9474 17.7773
O 8.4156 10.6903 12.3556
O 5.4627 10.0573 9.6869
O 0.5978 8.2022 20.2154
O 9.7772 2.6088 14.6931
O 1.9982 10.5949 13.2112
O 9.9494 9.1084 16.107
O 6.1527 10.363 13.7743
O 7.4784 1.6008 14.0908
O 1.6403 3.9231 20.0441
O 5.9077 5.7947 14.9104
O 7.3434 8.9547 15.6982
O 1.507 1.6742 11.5871
O 7.1967 8.287 10.3577
O 4.3199 1.9929 17.2813
O 7.0577 3.1613 10.2712
O 11.5459 7.0081 16.4278
O 8.2888 10.1457 17.8491
O 3.2497 8.5345 10.1059
O 7.5875 3.8396 15.5131
O 3.1419 4.3138 17.9101
O 2.9049 3.8976 13.6898
O 1.3276 8.2119 12.4213
O 1.206 5.6905 13.0754
O 4.9826 8.3094 14.8585
O 11.167 2.3963 20.3453
O 10.9768 9.9992 12.7541
O 5.2658 3.5737 12.3148
O 5.0984 3.1991 14.8852
O 6.4866 4.8075 20.5725
O 8.3976 1.5644 16.6501
O 10.4116 1.2369 11.4312
O 10.8741 6.6084 11.6573
O 3.2539 8.683 19.8604
O 1.7232 6.4204 10.5262
O 7.1667 8.2012 19.9812
O 8.4975 7.5928 17.7658
O 3.6775 6.4376 13.6074
O 9.5685 4.9631 13.3553
O 5.521 9.9969 20.7533
O 10.3199 7.378 14.1451
O 8.782 6.1687 19.9727
O 7.0669 5.7082 10.6584
O 5.2628 10.549 16.3744
O 9.0469 1.1562 19.2647
O 11.5726 3.1783 10.1773
O 9.7412 8.7115 19.8994

Results
free energy: -144146.907 eV
free energy less fixed offsets of B -154.04, O -568.88, Si -635.61 eV per atom: 5.393 eV

Forces (eV/angstrom), in the order of the atoms: element, x, y, z
Si 0.0096 0.0464 0.1351
Si 0.03 0.0175 0.1565
Si -0.0215 0.05 0.0991
Si -0.0017 -0.0523 0.1083
Si -0.0123 -0.0713 0.1164
Si 0.0225 -0.0364 0.1438
Si -0.0121 0.0432 0.1091
Si -0.0012 0.0311 0.1153
Si -0.018 0.0338 0.0987
Si -0.0108 -0.0399 0.1352
Si 0.0065 -0.0444 0.0935
Si -0.0092 -0.0399 0.1201
Si 0.0047 -0.0219 -0.0223
Si 0.0063 -0.0229 -0.0267
Si -0.0042 -0.0325 -0.0288
Si 0.0066 0.0215 -0.0034
Si 0.0027 0.0253 -0.0005
Si -0.0009 0.0381 0.0199
Si 0.0014 -0.0173 -0.0063
Si 0.0012 -0.0249 0.0105
Si -0.006 -0.0274 0.0177
Si -0.0052 0.0238 -0.0284
Si 0.0081 0.0233 -0.0438
Si 0.0096 0.0286 -0.0214
Si -0.0061 -0.0041 -0.0001
Si 0.004 -0.0042 -0.018
Si 0.0016 -0.0454 0.022
Si -0.0042 0.0103 0.0178
Si -0.0029 0.0105 -0.0025
Si 0.0082 0.0014 -0.0141
Si -0.0059 0.0033 0.0083
Si -0.0011 -0.0058 0.0174
Si 0.0029 -0.0173 0.0125
Si -0.0076 -0.0133 -0.0086
Si 0.0089 0.0083 0.0073
Si -0.0093 0.0193 0.0241
Si -0.0424 -0.007 0.0095
Si 0.0063 -0.0145 0.0088
Si -0.0176 -0.0102 0.0405
Si 0.0149 -0.0098 -0.025
Si 0.0437 0.0335 -0.0088
Si 0 0.0204 -0.0397
Si 0.0071 -0.0041 -0.0059
Si 0.0386 -0.0115 -0.0442
Si 0.0097 -0.0329 -0.0514
Si -0.0078 -0.0002 0.0566
Si -0.0403 0.0315 0.0855
Si -0.0061 0.0229 -0.0119
Si -0.0058 0.0009 -0.0191
Si -0.0079 -0.0553 -0.0492
Si 0.0109 -0.0143 -0.031
Si 0.0373 -0.0111 0.0722
Si -0.0151 0.0791 -0.0008
Si -0.0233 0.0121 0.0041
Si 0.0014 0.018 0.0201
Si -0.0235 -0.0124 0.0233
Si 0.025 -0.0072 -0.0058
Si 0.0116 0.0155 0.0047
Si -0.0012 -0.0255 0.0146
Si -0.0115 0.0128 0.0488
Si -0.0329 0.0666 -0.0012
Si 0.017 -0.0747 0.0917
Si 0.0105 0.0418 -0.0058
Si 0.0361 -0.0395 0.0038
Si 0.0094 -0.0313 -0.0398
Si -0.0519 -0.0507 -0.065
Si -0.016 -0.0052 0.0088
Si -0.0155 -0.0175 0.0079
Si 0.0381 -0.0117 -0.0259
Si 0.0171 -0.0516 0.0119
Si -0.0964 0.005 0.0067
Si 0.0576 -0.0204 0.0401
Si 0.0031 0.0064 0.0139
Si 0.1293 0.372 0.0737
Si 0.0014 0.2886 0.0175
Si 0.0368 -0.0635 0.0004
B -0.0989 -0.249 0.1888
Si -0.0472 -0.066 -0.0286
Si 0.0032 0.0493 -0.0112
Si -0.0387 0.0922 -0.0169
Si 0.0302 0.0778 0.0026
Si -0.0112 -0.0319 -0.0242
Si -0.0032 -0.0359 -0.0098
Si 0.0174 -0.0431 -0.0162
Si 0.0028 0.0318 0.0053
Si -0.0572 0.0184 -0.3456
Si 0.0323 0.0631 -0.0049
Si -0.0116 -0.027 0.0303
Si 0.0153 -0.079 0.1047
Si -0.0481 -0.0632 0.0813
Si -0.0082 -0.0227 0.0487
Si -0.0044 -0.028 0.0909
Si 0.0289 -0.0014 0.0392
Si 0.0146 -0.0236 -0.0427
Si -0.0498 -0.0018 -0.0535
Si 0.0358 0.0142 0.0002
Si 0.0157 0.0952 -0.1641
Si 0.0083 0.0611 -0.1995
Si 0.0351 0.0348 -0.1616
Si 0.0033 -0.0402 -0.1983
Si 0.0333 -0.061 -0.0424
Si -0.0408 -0.0977 -0.1963
Si 0.0052 0.0906 -0.1638
Si -0.0503 0.121 -0.1825
Si 0.0437 0.1504 -0.1462
Si 0.0456 -0.0881 -0.1436
Si -0.0183 -0.1085 -0.2117
Si -0.0601 -0.1046 -0.1712
O 0.087 0.1373 0.2566
O -0.0495 -0.101 0.2045
O 0.0109 -0.1385 0.3607
O 0.004 -0.0993 0.3068
O -0.0164 0.0889 0.3231
O 0.0055 -0.1368 0.2036
O 0.0389 0.1514 0.2475
O 0.0866 0.0657 0.2019
O -0.0546 -0.0923 0.2178
O -0.0764 0.1124 0.2474
O 0.0437 0.1427 0.2563
O -0.0319 -0.1438 0.2502
O -0.0154 -0.1002 -0.1815
O 0.0094 -0.0598 -0.2395
O 0.0127 0.0832 -0.162
O 0.0369 -0.0681 -0.1815
O -0.0259 -0.0883 -0.1632
O 0.0264 0.0805 -0.1916
O -0.0298 0.0834 -0.1649
O -0.0005 0.1095 -0.169
O 0.0019 -0.0457 -0.207
O 0.0119 -0.084 -0.1746
O 0.001 0.0537 -0.2315
O 0.0038 0.0641 -0.2471
Si 0.0353 0.0474 -0.4175
Si -0.0269 -0.016 0.1029
Si -0.0232 0.0001 -0.1052
Si 0.0228 -0.0003 -0.1348
Si -0.0124 -0.0317 -0.0506
Si 0.0095 0.0192 0.2738
Si -0.0418 0.0146 -0.405
Si -0.0109 0.0297 -0.2907
Si 0.0057 -0.0082 -0.0704
Si 0.0358 0.015 -0.1617
Si -0.0264 0.048 -0.3402
Si -0.0026 -0.0013 0.1851
Si -0.0082 -0.0269 0.24
Si 0.0011 0.0192 -0.0671
Si -0.012 0.0249 0.2449
Si 0.0002 0.0005 0.1734
Si -0.0035 -0.0122 0.1406
Si 0.0016 -0.0201 0.0552
Si -0.0032 0.0049 -0.155
Si -0.001 -0.0509 -0.2773
Si 0.0061 -0.0119 0.2854
Si 0.0083 -0.011 0.0251
Si -0.017 -0.0443 -0.4173
Si -0.0001 0.0049 0.2595
Si 0.0069 0.0207 -0.3516
Si 0.0409 -0.0439 -0.2579
Si 0.0072 0.029 0.2717
Si -0.0328 -0.0127 -0.0176
Si -0.0003 0.0034 -0.2178
Si -0.0503 0.0608 -0.3964
Si 0.0414 0.0233 -0.274
Si -0.0135 0.0025 -0.4165
Si -0.0155 -0.012 0.2679
Si -0.0288 0.0301 -0.1826
Si 0.0263 0.0044 -0.4166
Si -0.0155 0.0077 0.2736
Si 0.0349 -0.0347 -0.1759
Si 0.0377 -0.0346 -0.3833
Si 0.0295 0.0123 0.1226
O -0.0295 0.0447 0.136
O -0.0155 0.0107 0.1341
O 0.0019 -0.0095 -0.0843
O 0.0289 0.0395 -0.1245
O 0.0039 -0.0004 0.0281
O -0.0317 0.081 0.2412
O 0.0155 0.0392 0.0909
O -0.0114 -0.0114 0.0689
O 0.0024 -0.0046 -0.0406
O -0.0295 -0.011 -0.1659
O 0.0382 -0.0586 0.1423
O 0.0214 -0.0267 0.144
O 0.0134 0.0136 -0.033
O 0.0703 -0.0212 0.1148
O 0.1133 -0.0326 0.2572
O -0.0028 -0.0036 0.0234
O -0.0706 0.0864 0.2251
O -0.0707 -0.013 0.1641
O -0.0009 -0.0522 -0.0976
O -0.0181 0.0043 -0.0627
O -0.0475 0.0176 0.0956
O -0.042 0.0157 0.1382
O 0.0241 -0.0219 -0.0889
O -0.0142 -0.0041 0.0375
O -0.026 -0.0274 0.0813
O 0.0012 0.0044 0.0043
O -0.0151 -0.0323 0.0838
O 0.023 0.0381 0.0853
O 0.0429 0.0447 -0.1363
O 0.0064 -0.0248 0.0372
O 0.0034 -0.0034 0.0075
O 0.0043 -0.0034 0.0855
O 0.0373 -0.0937 0.2376
O 0.0007 -0.0037 -0.0311
O -0.0461 -0.0476 0.1439
O 0.0066 -0.0018 0.0023
O 0.003 0.0012 -0.0392
O -0.0069 -0.009 0.1248
O 0.002 0.0059 0.0103
O 0.0157 -0.0093 -0.0511
O -0.0118 0.0249 0.0402
O -0.0154 0.0341 0.1043
O 0.0276 -0.0285 0.1015
O 0 0.0106 0.0409
O -0.0176 -0.011 -0.0942
O 0.0481 -0.0204 0.1
O -0.0469 0.0143 0.1578
O 0.0216 0.0214 0.0572
O 0.0054 0.0069 -0.0868
O 0.003 0.0117 -0.0272
O 0.0018 -0.0034 0.0869
O -0.0281 -0.0103 0.0984
O 0.0025 -0.0076 -0.0821
O -0.0439 -0.0519 0.2023
O 0.0436 -0.0288 -0.1153
O -0.0016 0.0139 -0.0844
O -0.0051 -0.0021 0.0452
O 0.012 -0.0326 0.0678
O -0.0267 -0.0025 -0.1029
O 0.0148 0.0193 0.078
O 0.0094 0.0383 -0.0781
O -0.0242 0.0749 0.1677
O 0.0033 -0.0098 -0.0147
O -0.044 -0.0445 -0.1286
O 0.0612 -0.0717 0.2315
O -0.0514 -0.018 -0.1086

The program warned: the cutoff lies below the one the program advises for these potential files; the forces do not sum to zero within the program's tolerance; the exchange-correlation potential is rough where the density is thin.
